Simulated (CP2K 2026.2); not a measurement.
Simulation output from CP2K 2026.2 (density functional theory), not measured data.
Periodic cell of 1152 atoms, Si864O288, from a study of silicon, its oxide and their interface. The atomic structure is a simulated model.
Doubt: the forces sum to 1.89 eV/angstrom along one axis rather than to zero, so they err by at least 0.0016 eV/angstrom per atom on average; the grid cutoff is modest.

Settings: functional PBE; method Gaussian and plane waves; basis set DZVP-MOLOPT-SR-GTH; pseudopotentials GTH-PBE; grid cutoff 350 Ry, relative cutoff 50 Ry; k points Gamma only; occupations fixed; spin none; net charge 0.

Cell vectors (angstrom)
a  32.64  0  0
b  0  16.32  0
c  1.4294  1.0118  38.8252

Atoms and the computed forces on them: element, x, y, z (angstrom), force x, y, z (eV/angstrom)
Si  2.4804  16.3239  38.5191  0.2057  -0.2034  0.7146
Si  5.972  2.1601  38.7949  -0.2265  0.0384  0.7127
Si  2.7057  5.4476  38.7617  0.0462  -0.1518  0.6452
Si  5.5101  8.0373  38.796  0.1033  -0.2513  0.7368
Si  3.3044  10.2923  38.6153  -0.2741  0.1653  0.7631
Si  6.0294  13.1959  38.6291  -0.3353  0.1644  0.6247
Si  6.8472  15.327  0.0536  0.0013  -0.2201  0.6578
Si  9.3266  1.5991  0.3193  0.194  -0.0007  0.7207
Si  7.1395  3.707  0.4136  -0.0221  0.0407  0.7862
Si  9.7703  6.2554  0.1152  -0.0718  0.3441  0.6811
Si  6.5614  9.6663  0.0005  0.3505  -0.1523  0.6956
Si  9.7396  11.912  0.1738  -0.0539  0.1783  0.7493
Si  12.466  14.6946  0.0107  -0.1458  0.1919  0.7452
Si  15.3009  1.0621  0.162  -0.2142  0.0446  0.7052
Si  12.2002  4.3042  0.2949  -0.0052  -0.2403  0.6658
Si  15.0295  6.4774  0.3257  0.0164  0.2817  0.6929
Si  11.8909  9.6838  0.1248  0.2144  -0.1304  0.7898
Si  14.6277  12.4323  0.0896  0.1359  -0.1314  0.7592
Si  17.5273  15.1661  0.1793  -0.0237  -0.188  0.6397
Si  20.4586  0.9582  0.2655  0.069  0.2005  0.6732
Si  17.1984  4.2516  0.2349  0.2941  0.0181  0.7183
Si  20.0668  7.0766  0.2077  0.0876  -0.1246  0.8091
Si  17.8677  9.2532  0.1965  -0.1384  0.0753  0.7475
Si  20.6435  11.8542  0.1632  -0.1849  0.2515  0.7848
Si  22.7261  15.1422  0.0829  0.2283  -0.0272  0.6938
Si  26.9536  2.7471  38.7004  0.0799  -0.1845  0.7419
Si  24.5975  4.8574  38.6724  -0.0935  0.2095  0.7039
Si  26.0182  6.6068  0.0261  -0.2059  0.1166  0.7574
Si  22.9065  9.6739  0.2534  0.1761  -0.1695  0.7453
Si  26.1083  12.1778  0.0061  -0.2134  0.007  0.6864
Si  28.5979  14.956  0.2208  -0.1203  0.2435  0.7079
Si  33.0174  2.3719  38.7303  -0.2084  0.0484  0.6607
Si  28.3016  4.4394  0.0386  0.1022  -0.1972  0.7293
Si  33.0051  7.5507  38.7969  -0.0106  0.1062  0.6732
Si  28.2661  9.9132  0.0125  -0.0371  -0.1869  0.7091
Si  32.1086  13.6506  38.4924  0.5117  -0.3555  0.6554
Si  2.7763  16.3146  1.0718  -0.0068  -0.0092  -0.0459
Si  5.5061  2.5773  1.564  -0.0126  -0.0403  -0.0436
Si  2.826  5.5214  1.2948  -0.0081  0.0156  -0.0337
Si  5.4923  8.1706  1.4177  -0.0086  0.0072  -0.054
Si  2.8727  11.0013  1.0669  0.0287  -0.0139  -0.06
Si  5.6349  13.6762  1.264  0.0056  0.0296  -0.0458
Si  8.1881  0.067  1.614  -0.0077  0.0151  -0.0729
Si  10.9744  2.7195  1.5075  -0.0171  0.0097  -0.0376
Si  8.2718  5.3154  1.6195  0.0094  0.0242  -0.0555
Si  10.7692  8.0531  1.3652  -0.0075  -0.0512  -0.0368
Si  8.1667  10.7426  1.3878  -0.019  -0.0168  -0.02
Si  10.8931  13.5707  1.3733  0.0122  -0.0217  -0.0577
Si  13.6372  16.2358  1.3747  -0.0097  -0.0007  -0.0495
Si  16.252  2.647  1.6112  0.0026  -0.0076  -0.0567
Si  13.5978  5.3947  1.7572  0.0022  -0.0051  -0.0334
Si  16.2645  8.1117  1.4591  -0.0002  -0.0094  -0.0449
Si  13.5117  10.8405  1.4108  -0.0171  0.0098  -0.0477
Si  16.2819  13.5528  1.3611  -0.025  0.0023  -0.0569
Si  18.9881  16.2058  1.6764  -0.01  0.0011  -0.0451
Si  21.6807  2.6911  1.2907  0.0234  -0.0178  -0.057
Si  18.9164  5.4118  1.3885  -0.01  0.0109  -0.0639
Si  21.6728  8.1598  1.5346  0.0011  0.0153  -0.0574
Si  19.0256  10.8121  1.4931  0  -0.0121  -0.0891
Si  21.6732  13.5592  1.4349  -0.0074  -0.0217  -0.0456
Si  24.4181  0.057  1.2035  -0.0102  0.0319  -0.0605
Si  27.1123  2.8188  1.2746  -0.0109  0.0091  -0.0496
Si  24.3712  5.4165  1.2384  0.0216  -0.0185  -0.0654
Si  27.1809  8.2277  1.279  0.0018  -0.0041  -0.0466
Si  24.5353  10.9501  1.3377  0.0096  -0.0003  -0.0338
Si  27.1805  13.6375  1.4925  0.0061  -0.0145  -0.0554
Si  29.9501  0.218  1.2483  0.0247  0.0151  -0.0309
Si  0.1381  2.8199  1.2644  0.0076  0.0272  -0.0355
Si  29.9717  5.4768  1.337  -0.0092  0.0044  -0.0291
Si  0.1379  8.2268  1.1131  0.0206  -0.0001  -0.0439
Si  29.8654  11.0377  1.2542  -0.0026  0.0246  -0.066
Si  32.5488  13.6363  0.9353  -0.0409  -0.0023  -0.0542
Si  1.4869  1.3835  2.557  0.0035  -0.0213  0.0017
Si  4.1045  4.0882  2.6836  -0.0027  0.0027  0.0066
Si  1.4173  6.8843  2.6247  -0.0054  0.0201  0.0144
Si  4.1015  9.6243  2.6409  -0.0417  0.0157  0.0051
Si  1.3429  12.2962  2.371  -0.0012  0.018  -0.0023
Si  4.0901  14.95  2.5485  0.0179  0.0294  -0.0072
Si  6.8064  1.3078  2.9934  0.0084  0.0303  0.0412
Si  9.6264  4.0049  2.9645  -0.0013  -0.0235  0.0249
Si  6.846  6.7871  2.7678  0.0005  -0.0089  0.0015
Si  9.467  9.398  2.7892  0.0216  0.0085  0.029
Si  6.8747  12.2462  2.6818  0.0007  -0.0024  0.0154
Si  9.57  14.9204  2.7771  0.0235  -0.0159  0.0206
Si  12.2956  1.2779  2.778  0.0362  -0.01  0.0087
Si  14.9135  3.9571  3.005  0.0263  0.0046  0.0213
Si  12.1781  6.8459  2.8701  -0.0416  0.0122  0.0129
Si  14.9149  9.5132  2.7656  -0.0026  0.0128  0.0033
Si  12.2059  12.2165  2.8019  0.0083  0.0072  0.0272
Si  14.9686  14.9046  2.7915  -0.0024  -0.0037  0.0367
Si  17.6825  1.3537  2.9265  -0.0054  0.0032  0.0388
Si  20.3522  4.0636  2.6886  0.0026  -0.0044  -0.0037
Si  17.6149  6.7503  2.8352  0.0091  0.0076  0.038
Si  20.3619  9.5118  2.9069  0.0025  -0.0048  0.0395
Si  17.6394  12.2139  2.7541  -0.0069  0.0132  0.0061
Si  20.3623  14.8279  2.9079  0.0284  -0.0084  0.0407
Si  23.0847  1.3679  2.6745  0.0166  -0.0055  0.0355
Si  25.7629  4.1316  2.6758  -0.0159  0.006  0.0347
Si  23.0944  6.752  2.7157  0.0244  -0.0019  0.0063
Si  25.8366  9.5385  2.6986  -0.0046  -0.0103  0.0286
Si  23.1423  12.2611  2.7347  -0.0079  0.0097  0.0298
Si  25.747  15.0414  2.6681  -0.0285  0.0282  0.0158
Si  28.526  1.471  2.6214  -0.0225  0.0074  0.0027
Si  31.3082  4.0713  2.6552  0.0152  -0.0103  0.0027
Si  28.6071  6.8998  2.637  -0.0191  -0.0056  0.01
Si  31.3329  9.5915  2.4632  -0.033  -0.053  0.0158
Si  28.5808  12.2886  2.7762  0.0129  -0.0074  0.0326
Si  31.2954  15.0124  2.503  0.0022  -0.0317  0.0084
Si  32.6916  16.3393  3.8928  -0.0003  0.0069  -0.0214
Si  2.7467  2.7253  4.0249  0.0058  -0.0279  0.0148
Si  32.6738  5.4854  3.9696  0.0215  0.004  -0.0127
Si  2.7428  8.2414  4.0066  -0.0076  0.0117  -0.0029
Si  32.6783  10.9441  3.853  0.0034  0.0196  0.0045
Si  2.6908  13.5969  3.8749  0.0078  -0.0158  0.0032
Si  5.369  16.2242  4.1219  -0.015  -0.0146  -0.005
Si  8.1925  2.6912  4.2665  0.0161  -0.0061  -0.0094
Si  5.4482  5.4335  4.0766  0.0056  -0.0059  -0.0024
Si  8.1365  8.118  4.1903  0.005  -0.0004  0.0252
Si  5.461  10.9293  4.0374  0.0081  -0.0226  0
Si  8.1938  13.5647  4.1081  -0.0138  -0.021  -0.0005
Si  10.9149  16.2729  4.1436  -0.0113  0.0169  -0.0024
Si  13.5494  2.6035  4.2704  -0.0245  0.0005  0.0133
Si  10.9051  5.4453  4.264  -0.0014  -0.0034  -0.0234
Si  13.5788  8.1838  4.1774  -0.0132  0.0025  -0.002
Si  10.8406  10.8234  4.1154  -0.0024  0.0002  -0.0132
Si  13.5968  13.5598  4.1556  0.0042  -0.001  -0.0228
Si  16.2931  16.2732  4.1944  -0.0215  -0.0043  -0.0206
Si  19.0686  2.7415  4.1722  0.0044  0.0042  0.013
Si  16.3027  5.3959  4.2314  0.0142  0.0058  -0.0229
Si  18.9908  8.1135  4.1899  -0.0101  -0.0074  -0.0102
Si  16.2906  10.8573  4.124  0.0038  -0.007  0.0044
Si  18.9788  13.5077  4.2079  -0.0037  -0.0131  0.0114
Si  21.7646  16.3049  4.0986  0.0085  0.0284  -0.0199
Si  24.4505  2.7293  4.0507  -0.002  -0.009  -0.0195
Si  21.7286  5.4045  4.074  -0.0086  -0.0056  -0.0052
Si  24.4706  8.1547  4.0443  -0.0003  0.0164  -0.0143
Si  21.7858  10.8994  4.1382  -0.0132  0.0125  -0.002
Si  24.4611  13.6541  4.0812  0.0047  -0.0082  0.0048
Si  27.1879  16.3789  3.983  0.0086  -0.0052  0.0011
Si  29.9154  2.757  4.0172  0.0136  0.01  0.0077
Si  27.2023  5.5041  3.9781  -0.0098  -0.0034  -0.0176
Si  29.9885  8.2556  3.9453  0.0086  0.0278  0.0115
Si  27.2118  10.8814  4.0683  0.0105  0.006  0.0023
Si  29.9785  13.697  3.999  -0.005  0.0201  0.0061
Si  1.3766  14.9893  21.6969  0.0055  -0.0001  0.004
Si  4.0957  1.3687  21.7366  -0.009  0.0061  -0.006
Si  1.3572  4.0982  21.6627  -0.003  0.0012  -0.0132
Si  4.0656  6.8121  21.6896  0.0057  -0.0052  -0.012
Si  1.3416  9.5423  21.7074  0.0133  0.0029  -0.0003
Si  4.0936  12.2533  21.6699  0.0022  0.0027  -0.0154
Si  6.7911  14.9706  21.7494  -0.0018  0.0033  -0.0094
Si  9.5421  1.3785  21.798  0.0072  0.0141  -0.0033
Si  6.8089  4.0991  21.7636  0.0002  0.0124  -0.0048
Si  9.5131  6.7938  21.8104  -0.0007  -0.0013  -0.002
Si  6.8182  9.5473  21.728  0.0066  0.0068  0.0006
Si  9.4912  12.2671  21.7865  0.0002  0.0103  -0.0021
Si  12.2307  14.9793  21.8537  0.0019  0.004  -0.0031
Si  14.9489  1.3198  21.8579  -0.0012  0.0093  -0.0041
Si  12.2075  4.0499  21.7896  0.0114  -0.0056  -0.0096
Si  14.9489  6.7765  21.8451  -0.0034  -0.0047  0.0067
Si  12.2297  9.498  21.8196  0.0026  0.0013  -0.0067
Si  14.9259  12.2528  21.8503  -0.0086  -0.0044  0.0027
Si  17.6622  14.9891  21.8355  -0.0042  0.0071  -0.0012
Si  20.3913  1.3466  21.8233  0.0086  -0.0121  -0.0088
Si  17.6511  4.054  21.8521  0.0011  -0.0118  0.0044
Si  20.4003  6.8078  21.7872  0.0032  0.0108  -0.003
Si  17.6974  9.5378  21.7989  0.0142  0.0089  -0.0135
Si  20.3872  12.2464  21.8095  0.0129  -0.0281  -0.0025
Si  23.1038  14.9332  21.7507  -0.0024  0.001  -0.0048
Si  25.8581  1.3556  21.7363  0  -0.0016  -0.0123
Si  23.1379  4.0452  21.7586  -0.0071  -0.0159  -0.0016
Si  25.8802  6.7711  21.7077  -0.0071  -0.0134  -0.0085
Si  23.1225  9.5255  21.7264  -0.0129  -0.0098  -0.0182
Si  25.8515  12.2369  21.7053  -0.0034  -0.0118  -0.0023
Si  28.6004  14.9591  21.6962  -0.0041  -0.0166  -0.0071
Si  31.274  1.3851  21.6623  -0.01  0.0058  -0.007
Si  28.5615  4.0686  21.7042  0.0015  0.0062  -0.0114
Si  31.2719  6.7919  21.6824  0.0072  -0.0073  0.0055
Si  28.5767  9.512  21.6804  -0.0048  0.0005  -0.0012
Si  31.2988  12.248  21.7074  0.0021  0.0053  0.0049
Si  2.7497  16.3109  23.0838  0.0179  0.0073  0.026
Si  5.4173  2.7677  23.102  0.0132  0.0072  0.007
Si  2.6952  5.454  23.0312  -0.0076  -0.0002  0.0024
Si  5.4585  8.1508  23.015  -0.0194  -0.0116  0.0081
Si  2.7107  10.9448  23.0168  -0.0068  -0.0045  0.0059
Si  5.4407  13.5675  23.0724  -0.01  -0.008  -0.0068
Si  8.1431  16.347  23.0991  -0.0003  -0.0242  0.0105
Si  10.8942  2.7113  23.2196  -0.0102  0.0037  -0.0039
Si  8.1693  5.4169  23.1741  0.0026  -0.0044  0.0131
Si  10.8626  8.1485  23.1931  0.0058  0.0014  0.0228
Si  8.1247  10.9198  23.1465  -0.0173  0.013  -0.0059
Si  10.8151  13.6393  23.1709  -0.005  -0.0005  0.0037
Si  13.5764  16.3234  23.2769  0.0058  -0.0137  -0.009
Si  16.3276  2.6358  23.2368  0.0033  -0.0063  -0.0038
Si  13.5366  5.3924  23.1606  0.0117  0.0035  0.0069
Si  16.3506  8.1733  23.1477  -0.0036  -0.016  -0.0239
Si  13.5787  10.8426  23.1998  -0.0038  0.0122  0.0112
Si  16.2516  13.6808  23.1919  -0.0251  0.0138  -0.0151
Si  19.0165  16.3418  23.2288  -0.0113  0.0291  0.0027
Si  21.7956  2.6863  23.1541  0.0214  -0.003  0.0216
Si  19.026  5.4596  23.1536  -0.007  0.0044  -0.016
Si  21.7686  8.1986  23.1136  -0.0254  0.022  0.0217
Si  19.0431  10.8862  23.196  0.0063  -0.0137  0.017
Si  21.7424  13.6138  23.1665  -0.0104  0.0105  -0.0007
Si  24.4959  16.286  23.056  -0.0101  0.0188  0.0035
Si  27.2441  2.6981  23.0987  0.0001  -0.0162  0.0015
Si  24.5686  5.3682  23.0673  0.0203  0.0007  -0.0126
Si  27.2288  8.1578  23.0427  0.0116  -0.0046  0.0079
Si  24.4773  10.8932  23.0637  0.0177  0.0002  -0.0011
Si  27.2857  13.5448  23.0289  0.0322  -0.0029  0.0028
Si  29.9219  16.3741  23.0406  -0.0066  0.0191  -0.0165
Si  32.6336  2.7451  22.9954  -0.0008  0.0284  0.0006
Si  29.8975  5.4521  23.0456  -0.0125  -0.014  0.0036
Si  32.6259  8.1438  23.0399  -0.0154  0.0066  -0.0125
Si  29.9498  10.8478  23.0376  -0.0118  0  -0.0006
Si  32.644  13.6501  23.0458  -0.0005  -0.0151  0.0157
Si  1.374  1.4255  24.342  -0.0147  0.0096  -0.0345
Si  4.0167  4.1284  24.4309  0.0184  -0.0183  -0.0205
Si  1.3538  6.808  24.3912  -0.0037  -0.0126  -0.0033
Si  4.1155  9.5718  24.2828  0.0136  0.0208  -0.0411
Si  1.3654  12.3077  24.4016  0.0251  -0.003  -0.0252
Si  4.0834  14.877  24.4371  -0.0326  -0.0156  -0.0189
Si  6.7982  1.4089  24.4269  0.0046  0.0229  -0.0053
Si  9.5443  4.0682  24.5869  0.0147  0.0085  -0.026
Si  6.7302  6.7763  24.4445  0.0011  0.0168  -0.0355
Si  9.4587  9.5439  24.4959  0.0271  -0.0154  -0.0179
Si  6.7825  12.2977  24.5358  0.0101  0.0024  0.0014
Si  9.4468  15.031  24.5406  0.0323  -0.0159  -0.0383
Si  12.2135  1.3603  24.6635  -0.0182  0.003  -0.0069
Si  14.8786  3.9861  24.486  -0.0191  -0.037  -0.0227
Si  12.1903  6.7349  24.5615  -0.011  -0.0099  -0.0172
Si  14.9912  9.4703  24.5433  -0.0035  0.0198  -0.0189
Si  12.1414  12.2139  24.4836  -0.0236  0.0203  -0.0288
Si  14.9244  14.9875  24.6904  0.0302  0.0039  -0.008
Si  17.6767  1.314  24.7152  -0.0201  -0.0126  -0.0106
Si  20.3887  4.0696  24.4567  -0.0012  -0.0219  -0.0127
Si  17.72  6.8671  24.5409  0.0346  0.0246  0.0017
Si  20.4509  9.5475  24.5783  0.011  -0.0053  -0.0252
Si  17.6135  12.2987  24.4666  0.0332  -0.0311  -0.0339
Si  20.3945  14.9886  24.5634  0.0071  0.0059  -0.0039
Si  23.1828  1.2852  24.4913  0.003  -0.0242  -0.0287
Si  25.9053  4.0102  24.4952  -0.0331  0.0257  -0.0141
Si  23.219  6.7936  24.3109  0.0019  0.0169  -0.0324
Si  25.8895  9.5524  24.3661  -0.0065  0.0192  -0.0315
Si  23.1272  12.2261  24.4612  -0.0098  -0.0433  -0.0133
Si  25.9295  14.9252  24.3168  -0.0001  0.0096  -0.0384
Si  28.5893  1.3473  24.4905  -0.004  0.0005  0.0016
Si  31.2678  4.0822  24.3605  -0.0045  -0.0109  -0.0198
Si  28.5503  6.801  24.4377  0.0291  -0.0212  -0.0278
Si  31.2546  9.457  24.409  -0.0257  -0.0059  -0.0024
Si  28.6465  12.1983  24.426  -0.0226  0.0182  -0.0339
Si  31.3052  15.0676  24.373  0.0376  -0.0315  -0.0114
Si  32.6849  16.4132  25.7171  -0.0149  -0.0079  0.0843
Si  2.6555  2.7868  25.7668  -0.0149  0.0281  0.0531
Si  32.5921  5.4698  25.7172  -0.0184  0.0114  0.0321
Si  2.7817  8.2131  25.5995  0.0127  -0.0049  0.0526
Si  32.6636  10.8386  25.6384  0.0345  0.0072  0.046
Si  2.6821  13.6163  25.8898  0.0066  0.0133  0.0266
Si  5.4688  16.2916  25.6817  0.0148  -0.0169  0.0573
Si  8.1431  2.69  25.8896  0.0037  -0.0089  0.0369
Si  5.3305  5.4488  25.8347  -0.0164  0.0021  0.0323
Si  8.0501  8.1962  25.7819  -0.0208  0.0009  0.0745
Si  5.38  10.8814  25.7704  -0.0106  -0.0173  0.0799
Si  8.0821  13.7096  25.9453  -0.0207  0.0175  0.04
Si  10.7596  16.3776  25.9951  -0.0224  0.0062  0.0432
Si  13.5791  2.7092  26.0482  0.0332  0.0042  0.0397
Si  10.8429  5.4395  26.0424  -0.009  -0.0225  0.0435
Si  13.6489  8.0279  25.868  0.0159  -0.0468  0.0337
Si  10.7602  10.8959  25.8936  0.0056  0.0235  0.0525
Si  13.4623  13.5568  25.8807  -0.0109  -0.0026  0.0588
Si  16.2748  16.2935  26.2  0  0.0086  0.0552
Si  19.1  2.7737  25.9755  -0.0068  0.0068  0.0359
Si  16.2641  5.4239  25.6692  -0.0195  0.0129  0.031
Si  19.0933  8.1813  25.9985  -0.0227  0.0216  0.0828
Si  16.2799  10.9678  25.8561  -0.056  0.0011  0.0193
Si  18.9633  13.6253  25.846  -0.0114  0.0054  0.0549
Si  21.8033  16.2976  25.9312  0.0105  0.011  0.0436
Si  24.6469  2.5552  25.8596  0.0142  -0.0397  0.0362
Si  21.8785  5.4367  25.6213  -0.0034  -0.0262  0.06
Si  24.5526  8.1558  25.663  0.0046  0.0098  0.0591
Si  21.8368  10.9521  25.963  -0.0323  0.0092  0.0392
Si  24.6145  13.5531  25.6509  0.0268  -0.0107  0.0474
Si  27.2353  16.2158  25.7768  0.0062  0.0018  0.0836
Si  29.967  2.7348  25.8063  0.0229  0.0266  0.0621
Si  27.2125  5.4307  25.8357  0.0041  0.0171  0.046
Si  29.9067  8.1378  25.8473  0.0083  0.0092  0.0443
Si  27.2685  10.8192  25.7833  0.0003  -0.0126  0.0133
Si  29.9968  13.6824  25.693  -0.0259  -0.023  0.0461
Si  1.5978  15.3463  27.1008  -0.1529  -0.3184  -0.7914
Si  3.8709  1.1295  26.8629  -0.0072  0.1696  -0.7283
Si  1.0599  3.9563  27.0693  0.2651  0.0558  -0.7314
Si  4.2493  7.1519  27.0561  -0.0425  -0.2272  -0.7345
Si  1.6208  9.7121  26.9061  -0.1642  -0.0126  -0.7412
Si  3.7856  11.9339  27.118  0.0966  0.2075  -0.7085
Si  6.9773  15.3786  27.2565  -0.0231  -0.1657  -0.695
Si  9.2529  1.2616  27.4215  0.194  0.1612  -0.6267
Si  6.8886  4.2288  27.097  -0.2981  -0.256  -0.6208
Si  9.0528  6.584  27.1143  0.4441  0.2546  -0.7433
Si  6.4846  9.3169  27.1184  0.1739  0.1324  -0.7799
Si  9.6131  12.5153  27.2523  -0.0919  -0.2366  -0.7068
Si  11.8593  14.6956  27.1739  0.1241  0.0537  -0.7105
Si  15.235  1.7529  27.4834  -0.3844  -0.4509  -0.5894
Si  12.454  4.2784  27.3892  -0.2902  -0.123  -0.6567
Si  14.7804  6.3991  27.1889  0.0397  0.2258  -0.6919
Si  12.3654  9.5783  26.9923  -0.2495  -0.1323  -0.6597
Si  14.5126  11.8959  27.1663  0.3561  0.315  -0.7258
Si  17.6158  14.7445  27.4385  -0.1435  0.1106  -0.749
Si  20.7802  1.695  27.2318  -0.2264  -0.3202  -0.692
Si  17.454  4.0464  27.0901  0.3239  0.1508  -0.667
Si  20.8854  6.9808  27.0515  -0.3364  -0.0732  -0.6862
Si  17.9444  9.9604  27.1332  -0.0311  -0.2049  -0.7133
Si  20.1858  12.1765  27.1765  0.278  0.0321  -0.6845
Si  23.4865  15.0306  27.0035  -0.212  0.0341  -0.702
Si  25.7158  0.8801  27.2575  0.0785  0.3304  -0.7183
Si  23.0486  3.8565  26.8927  0.1211  0.1362  -0.7977
Si  26.009  7.018  27.0924  -0.1337  -0.2581  -0.7762
Si  23.0985  9.2864  27.0817  0.1328  0.3353  -0.6685
Si  26.072  12.3549  27.0508  -0.1641  -0.1766  -0.6932
Si  28.3033  14.5754  27.0577  0.2033  0.1357  -0.7615
Si  31.6088  1.6443  27.0956  -0.1975  -0.0964  -0.7808
Si  28.8579  4.3443  27.0982  -0.1242  -0.0896  -0.7249
Si  31.0748  6.5582  27.1361  0.129  0.2383  -0.7518
Si  28.2681  9.1988  27.1696  0.2887  0.267  -0.7032
Si  31.3702  12.2648  26.8992  0.0826  0.0937  -0.6955
Si  32.5439  13.9464  29.1796  0.0246  -0.0149  -0.1741
Si  4.3885  12.3027  30.1374  0.0179  0.0597  -0.0671
Si  33.6826  6.0649  33.919  0.0874  -0.0382  0.0198
Si  3.2841  6.0372  32.0418  -0.0219  -0.0249  0.0363
Si  1.4237  12.3541  31.33  0.0251  -0.1222  0.0125
Si  5.3499  10.0506  34.3432  0.034  -0.0393  -0.0271
Si  8.3126  16.1257  31.7616  -0.0037  0.1648  0.0102
Si  11.0986  9.6236  29.6214  0.0549  0.0371  -0.0507
Si  10.5174  3.2791  29.5571  0.0749  -0.1561  0.064
Si  6.3072  10.3965  31.5495  -0.0204  0.0102  0.0221
Si  33.8524  13.1239  34.3377  0.0502  0.0664  -0.0132
Si  10.7449  1.4949  34.4108  -0.0909  0.0071  0.1105
Si  19.3762  9.1322  33.5363  -0.0892  0.0484  0.1169
Si  15.1315  11.7709  32.0174  0.0185  0.0244  -0.1898
Si  7.69  10.3261  35.9429  0.0685  -0.1182  0.1094
Si  11.3122  15.932  32.1201  -0.0397  -0.0852  -0.0511
Si  7.1285  6.251  36.8492  0.0885  0.0852  -0.0438
Si  9.5739  9.1626  34.0543  -0.0641  -0.041  -0.0935
Si  18.1719  16.174  29.9381  -0.0277  -0.1015  -0.0743
Si  31.1192  13.4978  35.4947  0.0801  0.1021  0.2065
Si  20.5369  9.3252  30.7941  -0.023  -0.0417  0.036
Si  19.1006  4.6278  36.1433  -0.0543  0.0689  0.136
Si  17.7379  14.6862  34.3101  0.0429  -0.0355  -0.0994
Si  10.5562  12.0513  33.4792  0.0214  0.1201  0.0202
Si  25.7495  3.8957  34.2058  0.0433  -0.0019  0.0314
Si  23.1823  6.783  36.6556  -0.0187  -0.1111  0.0795
Si  24.3192  5.5305  29.2477  -0.0382  0.0606  -0.0834
Si  16.0773  1.8365  30.2891  -0.0968  -0.0082  -0.0562
Si  25.9761  15.0059  36.6971  0.0849  -0.0379  0.1872
Si  27.0737  15.7128  32.6469  0.0659  0.1015  -0.0333
Si  28.917  12.3151  31.2853  0.0099  -0.0003  -0.0856
Si  31.1375  3.6751  36.7372  0.0225  0.0206  -0.0069
Si  21.4766  13.1396  35.9119  0.1712  -0.0406  -0.0533
Si  22.1095  2.5558  32.1089  -0.0018  0.0164  -0.0868
Si  29.6913  16.0659  34.3104  0.0087  -0.0487  0.1158
Si  5.8123  7.6599  32.593  0.0545  0.0265  0.062
Si  32.4313  8.4993  29.0705  -0.0986  -0.0834  -0.1069
Si  5.9224  14.9658  30.1652  -0.0228  0.0133  -0.0915
Si  12.009  14.2452  34.6618  -0.041  0.0301  0.0456
Si  30.0461  10.6123  28.9613  -0.1605  -0.0642  -0.0298
Si  29.5953  14.9666  29.8662  0.0217  -0.127  -0.0474
Si  8.2619  10.6873  29.3596  -0.0315  0.0631  -0.1544
Si  15.0404  9.1478  36.9695  0  -0.0241  0.0971
Si  10.7425  7.7612  31.8616  -0.1018  -0.0035  -0.0828
Si  20.6825  6.7387  34.8671  0.1131  0.0487  -0.074
Si  24.8825  3.4802  31.3166  -0.0536  -0.0376  -0.0221
Si  3.0687  15.4495  35.475  -0.104  0.0154  0.1506
Si  4.5448  1.2002  31.3758  0.012  -0.0083  -0.1042
Si  16.9602  4.5446  31.6998  0.1094  -0.1106  0.0016
Si  20.0533  15.6761  36.1344  0.0717  -0.0433  0.1458
Si  10.4669  3.9464  32.6835  0.0021  -0.0496  -0.2105
Si  7.9429  16.7465  34.6393  -0.0841  -0.0195  0.0369
Si  2.5936  10.6376  35.5946  0.1255  -0.0002  0.0477
Si  16.3257  4.8843  34.6943  0.062  0.0125  0.0551
Si  16.4321  8.968  32.4792  0.0639  0.0439  0.1097
Si  20.8516  16.8298  30.0837  0.0262  0.1191  0.0087
Si  23.4064  2.3209  34.7978  0.042  0.0626  -0.1097
Si  24.8386  10.5759  29.3835  -0.0164  -0.0325  -0.1652
Si  17.7426  8.8145  29.7655  0.0473  0.0074  0.0587
Si  23.4658  11.6124  33.9783  -0.0718  -0.0436  0.2033
Si  20.8882  2.289  36.3171  -0.108  -0.0424  0.1768
Si  26.549  1.2834  30.2973  -0.0695  -0.0628  -0.1564
Si  17.2942  11.3859  36.9302  0.0263  0.0411  0.208
Si  28.8463  11.7751  34.3446  0.0201  -0.0102  -0.0442
Si  14.9324  14.0639  33.9676  0.0761  0.0517  0.0109
Si  28.974  1.4015  36.7881  -0.0631  0.0152  0.0918
Si  26.0395  1.11  34.9897  0.0383  0.0149  0.1359
Si  31.9172  1.3151  32.6617  -0.0087  0.0878  -0.0242
Si  17.0427  6.1532  29.2318  -0.0622  -0.1646  -0.1986
Si  28.6802  3.4283  29.9749  0.0312  -0.0519  -0.1422
Si  25.5133  8.8939  36.7609  -0.0492  -0.0551  0.1874
Si  30.7288  1.2575  30.0042  -0.0382  0.0205  -0.1536
Si  26.0808  13.319  34.112  0.0811  0.0412  0.0875
Si  3.0901  4.0895  34.2277  -0.0016  0.117  0.0818
Si  2.8999  5.2964  29.0357  -0.0043  0.0429  -0.0393
Si  5.0062  3.0109  28.9811  0.0777  -0.03  -0.0098
Si  31.2819  4.292  33.6039  -0.077  0.0104  0.0325
Si  12.3126  12.0008  30.8668  0.1074  -0.0915  0.076
Si  14.9234  3.5332  36.9759  0.0713  0.0316  0.1321
Si  8.2363  13.0837  34.7986  -0.0288  -0.0714  -0.1116
Si  26.7452  6.746  33.914  0.017  -0.0042  -0.0805
Si  6.9522  2.2176  32.6814  0.1204  0.0641  -0.0494
Si  33.1399  8.81  34.7045  -0.0564  0.021  0.0396
Si  12.0361  6.0768  33.9917  -0.0761  -0.0472  0.1281
Si  12.5594  1.4168  36.9285  0.0354  -0.1136  0.1184
Si  13.074  14.9297  29.9271  0.0963  -0.0139  -0.0511
Si  9.9854  14.7055  36.7545  0.087  0.0581  0.2245
Si  16.3201  15.855  32.0745  -0.0037  0.0126  0.0267
Si  10.0136  7.0132  36.0065  -0.0564  -0.1784  0.1202
Si  20.1082  4.9075  32.2527  0.0188  0.0767  0.0177
Si  7.6592  5.2333  32.2019  0.0779  -0.0679  0.0046
Si  29.023  5.7869  31.9805  0.1161  0.0098  0.1081
Si  14.8318  7.363  34.502  -0.0853  -0.0024  0.0058
Si  21.4616  6.5405  29.8688  0.0449  -0.1105  -0.0338
Si  9.2195  6.001  29.8813  -0.0433  0.1502  -0.0575
Si  18.9173  12.0444  34.5156  0.0014  0.0362  -0.0583
Si  22.5161  11.6979  31.1146  0.0867  -0.1272  -0.0355
Si  6.0282  14.6271  35.6931  0.1225  0.0077  0.1441
Si  15.5979  13.4441  29.5183  0.1218  -0.0013  -0.0562
Si  21.8091  13.9259  29.2161  -0.1374  -0.0289  -0.1659
Si  2.2622  1.2542  33.3413  0.1002  -0.0471  -0.0212
Si  31.1019  9.0906  36.7414  0.0831  0.0188  0.1526
Si  26.9886  10.1361  31.3708  0.0436  -0.1164  -0.122
Si  4.838  4.2445  36.659  0.0354  0.094  0.2188
Si  28.9393  8.6242  34.8969  -0.0209  0.0847  0.0023
Si  32.6008  9.5389  31.7035  -0.0048  0.0059  -0.0159
Si  25.3195  9.3246  33.9144  -0.1237  -0.0933  -0.0046
Si  29.7253  8.5445  32.0311  -0.0473  0.0216  -0.0527
Si  1.3749  14.9717  5.2951  0.0012  0.0084  -0.0085
Si  4.0631  1.3543  5.4264  0.0069  0.0155  0.0089
Si  1.3629  4.0991  5.3537  -0.0117  0.0136  -0.0107
Si  4.0755  6.8367  5.3844  0.0059  0.014  -0.0157
Si  1.3471  9.5902  5.3201  -0.0088  0.0029  0.0077
Si  4.0446  12.2739  5.3386  -0.0092  0.0122  -0.0054
Si  6.7846  14.9009  5.4532  -0.005  0.0043  -0.0034
Si  9.5559  1.2973  5.5409  0.0122  0.007  0.0075
Si  6.7907  4.0997  5.5018  0.0088  0.0062  -0.004
Si  9.4999  6.7869  5.5623  -0.0057  -0.0006  0.0132
Si  6.7704  9.5437  5.4501  -0.006  0.014  0.0043
Si  9.5125  12.1997  5.485  0.0223  -0.0036  0.0036
Si  12.2539  14.9238  5.5195  0.0025  -0.0073  -0.0054
Si  14.9535  1.2873  5.5847  0.0092  -0.0041  0.008
Si  12.2405  4.0445  5.5834  -0.0052  -0.0048  0.0083
Si  14.9313  6.7911  5.5276  -0.0089  -0.0129  -0.0008
Si  12.2193  9.5281  5.522  -0.0076  0.0147  -0.004
Si  14.955  12.2109  5.511  0.0069  0.0055  0.0001
Si  17.66  14.921  5.5364  0.0041  -0.0007  0.0136
Si  20.4219  1.3461  5.4826  0.0091  -0.0045  0.0112
Si  17.7021  4.0678  5.5513  0.0035  -0.0061  0.0164
Si  20.3991  6.7623  5.4838  0.0077  -0.0079  -0.0021
Si  17.642  9.5016  5.5089  -0.0024  0.0047  0.0006
Si  20.3996  12.2004  5.5235  0.0034  -0.0109  0.013
Si  23.1199  14.9757  5.4752  -0.0177  -0.0025  0.0109
Si  25.8445  1.389  5.3947  -0.0161  -0.0122  -0.0088
Si  23.1007  4.0654  5.4374  -0.001  0.0035  0.0072
Si  25.8561  6.8193  5.3959  0.0081  -0.0029  -0.0003
Si  23.1367  9.5065  5.4475  0.0005  -0.0015  0.0112
Si  25.8482  12.2683  5.4007  -0.0053  -0.0039  0.0108
Si  28.5657  15.0153  5.3486  0.0007  -0.0045  0.0063
Si  31.3049  1.357  5.3089  -0.0215  -0.0287  -0.0105
Si  28.5582  4.1344  5.3584  -0.0089  0.0124  -0.0014
Si  31.3047  6.8507  5.325  -0.0018  0.0066  0.0008
Si  28.6095  9.5393  5.3811  -0.0051  -0.0092  0.0047
Si  31.332  12.2779  5.3018  -0.0015  -0.0131  -0.0011
Si  2.688  16.3119  6.7429  0.0129  0.0038  0.0008
Si  5.4252  2.7052  6.8044  0.0008  -0.0114  -0.0056
Si  2.7172  5.456  6.733  -0.0012  -0.0062  -0.001
Si  5.4165  8.1707  6.7911  0.0062  0.0035  0.0044
Si  2.706  10.9122  6.7205  -0.0013  -0.003  0.0021
Si  5.4017  13.5701  6.7849  0.0057  -0.0061  -0.0074
Si  8.1416  16.2674  6.8325  0.0054  -0.0051  -0.0021
Si  10.8701  2.6857  6.9101  -0.0044  0.006  -0.0031
Si  8.133  5.4351  6.89  0.0025  -0.0018  0.0064
Si  10.8739  8.1585  6.8816  -0.0027  -0.0082  -0.0038
Si  8.1384  10.8657  6.8374  -0.0053  -0.0031  -0.0018
Si  10.8726  13.5638  6.8483  0.0008  -0.0014  -0.0021
Si  13.5891  16.2639  6.9198  0.0013  0.0068  -0.0041
Si  16.33  2.6906  6.8828  -0.0013  0.0008  0.0014
Si  13.6081  5.4187  6.9024  -0.0042  -0.0015  0.0011
Si  16.2953  8.1498  6.8782  0.0028  0.0094  -0.0061
Si  13.5878  10.8728  6.8773  0.0007  0.0002  -0.0059
Si  16.3073  13.564  6.8866  -0.008  0.0037  -0.0074
Si  19.0464  16.3073  6.8432  -0.0014  0.0072  -0.0021
Si  21.7735  2.7121  6.8356  -0.0003  -0.0038  -0.0077
Si  19.0571  5.4319  6.8853  0.0009  -0.001  -0.0041
Si  21.7693  8.1477  6.8109  -0.0035  0.0042  -0.0024
Si  19.0338  10.8391  6.864  0.0116  0.0006  -0.0016
Si  21.756  13.6082  6.8342  -0.0111  0.0127  -0.0029
Si  24.5056  16.3423  6.7902  0.0063  0.0034  -0.0033
Si  27.2113  2.7593  6.7385  0.0055  0.0004  -0.0086
Si  24.487  5.4488  6.7608  -0.0014  0.0035  -0.0077
Si  27.2324  8.1771  6.745  0.0063  0.005  -0.003
Si  24.4989  10.895  6.7777  -0.0043  -0.001  -0.0076
Si  27.2259  13.6324  6.7343  0.0087  0.0101  -0.0021
Si  29.9376  16.3531  6.7137  0.0062  -0.003  -0.0024
Si  32.6338  2.7318  6.7033  0.0078  -0.002  -0.0029
Si  29.9336  5.4906  6.7066  -0.0103  0.0091  -0.0039
Si  32.6505  8.2065  6.702  0.001  0.0035  -0.0048
Si  29.9653  10.927  6.706  0.0026  0.0006  -0.0015
Si  32.6685  13.623  6.696  0.0028  -0.0079  -0.0015
Si  1.3374  1.3706  8.0935  -0.0094  -0.0142  -0.0063
Si  4.0596  4.0924  8.1268  0.0113  0.0056  -0.0083
Si  1.355  6.8278  8.0817  -0.0054  0.0085  -0.0045
Si  4.0487  9.5442  8.1173  -0.0038  -0.004  -0.0063
Si  1.3615  12.2686  8.0954  0.0104  0.0092  -0.0039
Si  4.0598  14.967  8.1226  0.007  0.0115  -0.0054
Si  6.7915  1.3463  8.1652  0.0089  0.019  -0.0001
Si  9.4993  4.0632  8.2303  -0.0093  -0.0115  0.0015
Si  6.7676  6.8236  8.1895  0.012  0.0019  -0.0059
Si  9.5021  9.5202  8.213  0.0065  0.0089  -0.0059
Si  6.7667  12.2299  8.1692  -0.0155  -0.0122  -0.0002
Si  9.5073  14.9266  8.1996  -0.0093  -0.0063  -0.0056
Si  12.2407  1.3335  8.253  0.0033  0.0035  -0.0037
Si  14.9771  4.0598  8.2402  0.0127  0.013  -0.0011
Si  12.2331  6.7877  8.2322  -0.0046  -0.0025  -0.0052
Si  14.9443  9.5093  8.2336  -0.0025  -0.0068  -0.0027
Si  12.2323  12.2305  8.2285  0.0083  0.01  0.0023
Si  14.96  14.9177  8.2575  -0.0056  -0.0054  0.0059
Si  17.6944  1.3356  8.2246  0.0029  -0.0009  -0.0023
Si  20.4182  4.062  8.2126  -0.0007  -0.0014  0.0053
Si  17.6804  6.7959  8.2207  0.006  -0.004  -0.0015
Si  20.4099  9.4886  8.1972  -0.0179  -0.013  0.0038
Si  17.6857  12.2118  8.2234  -0.0032  0.0031  -0.0066
Si  20.4035  14.9556  8.2042  0.0102  -0.0015  0.0045
Si  23.1438  1.358  8.1747  -0.0024  0.0015  0.0049
Si  25.8478  4.0928  8.124  -0.0026  -0.0052  -0.0005
Si  23.1387  6.7935  8.155  -0.0026  -0.0049  -0.0019
Si  25.868  9.5315  8.1199  0.0104  0.0074  0.0002
Si  23.1321  12.2361  8.1592  -0.0057  -0.0092  -0.0033
Si  25.8655  14.9688  8.1269  -0.0021  -0.0004  -0.0012
Si  28.5767  1.388  8.0894  0.0058  0.0021  -0.0028
Si  31.2784  4.1021  8.0688  -0.0098  -0.0053  -0.0062
Si  28.5776  6.8157  8.1079  -0.0068  -0.003  0.0056
Si  31.2934  9.5491  8.0852  -0.002  0.0006  -0.0042
Si  28.5874  12.2633  8.0857  0.004  0.0017  -0.0007
Si  31.2896  14.9718  8.0689  -0.0131  -0.0004  -0.0037
Si  32.6292  16.3291  9.4584  -0.0049  0.0069  -0.0005
Si  2.7005  2.7226  9.4715  -0.0024  -0.0003  -0.0021
Si  32.6374  5.4575  9.4428  0.0001  -0.0003  -0.0057
Si  2.7032  8.1713  9.4738  0.0093  0.0018  0.0013
Si  32.6464  10.901  9.4587  0.0004  -0.0035  0.0019
Si  2.7109  13.6084  9.4855  0.0018  -0.0096  0.0004
Si  5.4207  16.3114  9.5057  -0.0012  -0.0076  -0.001
Si  8.1373  2.6959  9.5553  0.0041  0.0004  0.0099
Si  5.4135  5.4386  9.515  0.001  0.0027  0.005
Si  8.1424  8.1584  9.557  -0.0035  -0.0043  0.0049
Si  5.4129  10.8703  9.515  0.011  -0.0071  0.0028
Si  8.1356  13.5785  9.5417  0.0004  0.0008  0.0012
Si  10.8619  16.29  9.5734  -0.0045  0.0079  -0.0012
Si  13.6073  2.7034  9.5905  0.0007  -0.0039  0.0015
Si  10.8702  5.4258  9.5765  -0.0046  0  0.0026
Si  13.5925  8.1468  9.5883  -0.0012  -0.0023  0.0043
Si  10.8678  10.8709  9.5734  -0.0029  -0.0036  -0.0016
Si  13.5904  13.5738  9.6017  -0.0023  0.0007  0.0033
Si  16.3282  16.3  9.5828  -0.0006  0.0003  -0.0006
Si  19.0516  2.7079  9.5703  -0.0008  0.0012  0.0019
Si  16.331  5.4311  9.5843  0.0017  -0.0084  0.0036
Si  19.0469  8.1495  9.5709  0.0048  0.0057  0.0033
Si  16.3181  10.8633  9.5823  0.0021  0.0027  -0.0006
Si  19.0451  13.5896  9.563  -0.0053  0.0102  -0.0002
Si  21.7759  16.3214  9.5397  -0.0042  0.0066  -0.0011
Si  24.5003  2.7341  9.5108  -0.002  -0.0006  -0.0026
Si  21.7817  5.4416  9.539  0.0027  -0.0041  -0.0001
Si  24.501  8.1716  9.4932  -0.0017  0.0005  -0.0078
Si  21.7712  10.876  9.5285  -0.006  0.0051  -0.0014
Si  24.4992  13.6085  9.498  0.0026  0.0041  -0.0044
Si  27.2233  16.3419  9.4701  0.0008  -0.005  0.0007
Si  29.9279  2.7461  9.4552  -0.01  0.0098  0.0011
Si  27.2125  5.456  9.4758  0.0046  0.0016  -0.002
Si  29.9343  8.1858  9.4578  -0.0068  0.0064  0
Si  27.2263  10.9012  9.4655  0.005  0  -0.0018
Si  29.936  13.6206  9.4537  0.0061  -0.0062  0.0021
Si  1.3496  14.9753  10.8339  0.0028  0.0048  -0.0047
Si  4.0634  1.3687  10.8476  0.0111  0.0066  -0.005
Si  1.3471  4.0949  10.8238  -0.0024  0.0013  -0.0069
Si  4.0593  6.8142  10.8546  -0.0009  0.0003  -0.0044
Si  1.3527  9.5358  10.834  -0.002  0.0011  -0.0034
Si  4.0648  12.2489  10.8604  0.0045  0.0045  -0.0033
Si  6.7838  14.9597  10.8809  0.0026  0.01  -0.0026
Si  9.5086  1.3468  10.9159  -0.0061  0.004  0.0013
Si  6.7793  4.0816  10.8833  0.0022  -0.0008  -0.0005
Si  9.508  6.7971  10.9156  -0.001  0.0028  -0.0016
Si  6.7801  9.5263  10.8928  -0.0022  0.0022  -0.0003
Si  9.504  12.2357  10.9146  -0.0015  -0.0024  0
Si  12.2305  14.9468  10.9389  0.0053  -0.004  -0.0015
Si  14.9693  1.3442  10.9405  0.0073  0.0054  0.0014
Si  12.2404  4.0711  10.9323  0.001  0.0028  -0.0024
Si  14.963  6.7896  10.9372  0.0049  -0.0014  -0.0014
Si  12.231  9.5119  10.9331  -0.0039  0.0014  0.0014
Si  14.9606  12.2188  10.9457  -0.006  0.0001  0.0014
Si  17.6879  14.9421  10.9335  0.0006  -0.0025  0.003
Si  20.4148  1.3491  10.9143  0.0032  -0.0029  0.0027
Si  17.6917  4.0683  10.9317  0.0025  0.0049  0.0036
Si  20.4129  6.7869  10.911  -0.0077  -0.0091  0.0012
Si  17.6857  9.5081  10.9313  0.0007  -0.0057  -0.0007
Si  20.4113  12.2272  10.9051  0.0001  -0.0033  0.0026
Si  23.1367  14.9524  10.88  -0.0068  -0.0027  0.0007
Si  25.858  1.3622  10.8534  0.0019  0.0031  0.0002
Si  23.137  4.0781  10.8874  0.0004  0.0006  0.0024
Si  25.8522  6.8067  10.8513  0.0021  -0.0053  0.0006
Si  23.1349  9.514  10.8747  -0.0007  -0.0014  -0.0015
Si  25.8579  12.2427  10.8465  0.0016  -0.0054  -0.0021
Si  28.5734  14.9715  10.8278  0.0049  0.0041  -0.0028
Si  31.2762  1.3743  10.8217  -0.0051  -0.0065  -0.0032
Si  28.5665  4.0897  10.8337  -0.0073  -0.0053  0.0017
Si  31.2838  6.8132  10.8189  -0.0039  -0.0009  -0.0035
Si  28.5721  9.5341  10.8305  0.0005  -0.0004  0.0031
Si  31.2839  12.2554  10.8231  -0.0052  0.0017  -0.0011
Si  2.7105  16.3266  12.2053  -0.0017  -0.0024  -0.0007
Si  5.4232  2.7162  12.2277  -0.0038  0.0035  0.0015
Si  2.7051  5.4452  12.2019  0.0049  0.0015  -0.0015
Si  5.4253  8.156  12.2335  0.0081  -0.0077  0.0031
Si  2.711  10.8829  12.2116  0.0031  -0.0059  -0.0005
Si  5.4291  13.5975  12.2317  0.0026  -0.0079  0.0006
Si  8.1462  16.3075  12.258  0.0001  -0.0021  0.0039
Si  10.8756  2.7067  12.2751  -0.0001  -0.0063  0.0025
Si  8.1471  5.4297  12.2546  -0.0008  -0.0051  0.0018
Si  10.8717  8.1504  12.2816  -0.0001  -0.0031  0.002
Si  8.1472  10.874  12.2622  -0.0013  -0.0038  0.004
Si  10.8686  13.5864  12.2833  -0.0053  0.0055  0
Si  13.5992  16.3077  12.29  -0.0075  0.0019  -0.0014
Si  16.3271  2.7124  12.2914  0.0024  0.0028  0.0008
Si  13.6011  5.4307  12.2918  0.0008  0  0.0023
Si  16.3246  8.1505  12.2916  -0.0003  0.0026  0.0014
Si  13.5966  10.8628  12.2962  0.0043  -0.0031  0.0011
Si  16.3215  13.5878  12.2925  -0.0034  0.0031  0.0013
Si  19.0494  16.3129  12.2769  0.0009  0.0047  -0.0014
Si  21.7717  2.7228  12.2559  -0.0019  0.0044  0.0009
Si  19.0505  5.4343  12.2803  0.0058  -0.0046  0.004
Si  21.7709  8.1621  12.2516  -0.0023  0.0013  -0.003
Si  19.0461  10.8771  12.2765  -0.0044  0.0054  0.0002
Si  21.771  13.5985  12.2506  0.0018  0.004  -0.0002
Si  24.4928  16.3254  12.2252  -0.0001  0.0022  -0.0032
Si  27.2098  2.7298  12.2068  0.0027  0.0014  0.0004
Si  24.4923  5.4508  12.2288  -0.0024  0.0008  -0.0022
Si  27.2102  8.1744  12.2003  -0.0004  0.0057  -0.0032
Si  24.4929  10.8862  12.2199  0.0019  0.0037  -0.0028
Si  27.211  13.6123  12.199  -0.001  0.0027  -0.0024
Si  29.9231  16.3331  12.1917  -0.005  0.0037  0.0012
Si  32.636  2.7307  12.1879  -0.0029  -0.0001  -0.0021
Si  29.9252  5.4539  12.1886  -0.0038  0.004  -0.0028
Si  32.6374  8.1695  12.1908  0.0036  -0.0003  -0.0017
Si  29.9258  10.8959  12.1905  0.0035  -0.0007  -0.003
Si  32.6371  13.6108  12.1937  -0.0011  -0.0054  -0.0034
Si  1.3549  1.3737  13.5579  0.0047  0.0046  -0.0003
Si  4.0684  4.0897  13.5709  0.0012  0.0018  -0.0016
Si  1.3554  6.8115  13.5589  -0.0027  -0.0027  -0.0039
Si  4.0732  9.5277  13.5813  0.0013  0.0034  -0.0022
Si  1.3543  12.2515  13.5599  -0.001  0.0052  -0.0047
Si  4.0739  14.9712  13.5746  0.0052  0.0008  -0.0043
Si  6.7917  1.3655  13.5974  0.0009  0.0046  0.0003
Si  9.5163  4.0781  13.6195  -0.0018  0.0051  -0.0008
Si  6.7922  6.8021  13.6  -0.0039  0.0019  0.0009
Si  9.514  9.52  13.6274  -0.0032  0.0019  0.0011
Si  6.7925  12.247  13.6047  0.0048  0.0095  -0.0015
Si  9.5132  14.9587  13.6268  -0.0001  0.0014  0.0018
Si  12.2407  1.3546  13.6402  0.0058  0.0018  0.0014
Si  14.9645  4.0729  13.6498  -0.0007  -0.0022  0.0032
Si  12.2398  6.7961  13.6425  -0.0026  0.0051  0.001
Si  14.962  9.5072  13.6521  -0.0005  -0.0045  -0.0005
Si  12.2368  12.2318  13.6427  0.0022  -0.0023  -0.0014
Si  14.9599  14.9492  13.6485  0.002  -0.0021  0.0013
Si  17.6879  1.3504  13.642  0.0006  -0.0019  0.002
Si  20.4077  4.0707  13.6297  -0.0005  -0.0011  0.0031
Si  17.686  6.7907  13.6449  -0.002  -0.0013  0
Si  20.405  9.5113  13.6248  0.0026  -0.0013  -0.0001
Si  17.6828  12.2293  13.6461  0.0025  -0.0023  0.0037
Si  20.4075  14.9497  13.6251  -0.0019  -0.0028  0.0024
Si  23.1274  1.3534  13.6004  -0.0038  0.0015  -0.0011
Si  25.8445  4.0796  13.577  0  -0.0005  0.0001
Si  23.1252  6.7954  13.6033  0.0026  -0.0032  0.0001
Si  25.8467  9.5217  13.5746  -0.003  -0.0071  0.0004
Si  23.1283  12.2323  13.5984  -0.0003  -0.0046  0.0014
Si  25.847  14.9574  13.5762  0.0007  -0.0037  0.0009
Si  28.5625  1.363  13.562  -0.0024  -0.0031  0.0005
Si  31.2794  4.0891  13.5514  -0.0002  -0.0019  -0.0017
Si  28.5631  6.8067  13.5559  -0.0008  -0.0004  0.002
Si  31.2793  9.5306  13.55  -0.008  -0.0002  -0.0013
Si  28.5637  12.248  13.5585  0.0017  -0.005  -0.0012
Si  31.2787  14.9705  13.5534  0.0029  0.0042  -0.0038
Si  32.6392  16.3283  14.9131  -0.0037  -0.0068  -0.0013
Si  2.7167  2.7272  14.9262  0.0044  0.0037  0.0011
Si  32.6405  5.4471  14.913  0.0032  0.0076  -0.0008
Si  2.7177  8.1614  14.9301  0.002  -0.0024  -0.0009
Si  32.6374  10.8879  14.9132  0.0025  -0.0043  -0.0046
Si  2.718  13.6054  14.9233  0.0003  -0.0028  -0.0039
Si  5.4376  16.3213  14.9464  -0.0021  -0.0028  0.001
Si  8.1587  2.7151  14.9684  0.0008  -0.0014  0.0044
Si  5.4334  5.436  14.9438  -0.0031  -0.0096  0
Si  8.1561  8.1534  14.9716  0.001  -0.0044  0.0047
Si  5.4372  10.8794  14.9503  0.0036  -0.0048  0.0004
Si  8.1572  13.5962  14.9754  -0.003  -0.0064  0.0022
Si  10.8796  16.3129  14.9911  -0.004  -0.0028  0.0024
Si  13.6016  2.7121  15.0042  -0.0027  0.0001  0.006
Si  10.8781  5.4322  14.9895  0.003  -0.0048  0.0037
Si  13.6016  8.15  15.0103  0.0063  0.002  0.0013
Si  10.8799  10.8713  14.9963  0.0008  0.0012  0.0017
Si  13.5983  13.5893  15.0055  -0.0056  -0.0003  -0.0001
Si  16.3207  16.315  15.0009  0.0001  0.0057  -0.0019
Si  19.0438  2.7161  14.9973  0.0025  0.0045  0.001
Si  16.3228  5.4357  15.0098  0.0054  0.0062  0.0016
Si  19.0419  8.1587  14.9983  0.001  0.0001  0.0001
Si  16.319  10.8715  15.0096  -0.0086  -0.0015  0.0008
Si  19.0399  13.6  14.9945  0.0013  0.0031  0.0029
Si  21.7619  16.3222  14.9733  0.0053  0.0026  -0.0005
Si  24.4802  2.7245  14.9479  0.0004  0.0021  -0.005
Si  21.7613  5.4419  14.9778  -0.0008  0.0004  0.0009
Si  24.4847  8.1651  14.9457  -0.0027  0.0075  -0.004
Si  21.762  10.8811  14.9717  -0.0015  0.0024  0.001
Si  24.4832  13.6021  14.9482  -0.0025  0.0017  0
Si  27.2013  16.3244  14.9284  0.0002  0.0033  0.0006
Si  29.9226  2.7258  14.9133  -0.0038  0.0006  -0.0008
Si  27.2028  5.4461  14.9229  -0.0019  -0.0005  -0.004
Si  29.919  8.1717  14.9103  0.0049  0.001  -0.003
Si  27.2022  10.8897  14.9258  -0.0026  0.0025  0.0004
Si  29.9203  13.6099  14.9155  -0.0017  0.0014  -0.0016
Si  1.3625  14.9712  16.2726  0.0065  -0.0006  -0.0051
Si  4.0829  1.3732  16.2905  -0.0021  0.0035  -0.0014
Si  1.3613  4.0922  16.2791  -0.0006  -0.0038  -0.0003
Si  4.0798  6.8025  16.295  0.0096  0.0036  -0.0003
Si  1.3604  9.5331  16.2736  -0.0021  0.0045  -0.0005
Si  4.0796  12.2526  16.2906  -0.0029  0.0079  -0.0013
Si  6.8043  14.9724  16.3172  0.004  0.001  0.0038
Si  9.5243  1.3641  16.3394  0.0021  0  0.0027
Si  6.8001  4.0861  16.3121  -0.0052  0.01  -0.0014
Si  9.5233  6.8028  16.3403  -0.0057  0.0044  0.002
Si  6.8008  9.5243  16.318  -0.0021  0.0069  0.0016
Si  9.5224  12.2426  16.3419  0.0014  0.0014  0.002
Si  12.2394  14.9549  16.3583  0.0049  -0.0033  0.0019
Si  14.963  1.3528  16.366  0.0063  -0.0061  0.0021
Si  12.2399  4.0763  16.3566  0.0005  0.0067  0.0022
Si  14.9603  6.7925  16.3761  -0.0094  0  0.0042
Si  12.2456  9.5187  16.364  0.001  -0.0053  0.0003
Si  14.9564  12.2314  16.3713  0.0075  -0.0031  0.0006
Si  17.6757  14.9569  16.3621  -0.0044  -0.0015  0.0031
Si  20.399  1.3515  16.3517  -0.0019  -0.002  0.0063
Si  17.6825  4.073  16.365  -0.0039  -0.004  0.0031
Si  20.3976  6.7927  16.3526  0.002  0.0005  0.0016
Si  17.6765  9.5108  16.3694  0.004  0.0014  0.0023
Si  20.3965  12.2341  16.3439  0.0025  -0.0043  0.0018
Si  23.1175  14.9532  16.3195  -0.0022  -0.0022  0.0006
Si  25.8349  1.355  16.2943  -0.0067  0.0027  0.0016
Si  23.1151  4.0698  16.3247  0.0015  0.0021  -0.0016
Si  25.8397  6.7949  16.2929  -0.0017  -0.0041  -0.003
Si  23.1202  9.5126  16.3185  0.0037  -0.0084  -0.002
Si  25.8408  12.2376  16.3008  0.0009  -0.0039  0.0027
Si  28.56  14.9621  16.2821  -0.003  -0.0017  0.0049
Si  31.2805  1.3652  16.2723  0.0074  -0.0003  -0.0005
Si  28.5584  4.0789  16.2728  0.003  0.0022  0.0019
Si  31.2811  6.8118  16.2623  -0.0079  -0.0035  -0.0009
Si  28.5589  9.5239  16.2774  -0.0014  -0.0022  0.0021
Si  31.2794  12.2476  16.2705  0.0011  -0.0013  0.0021
Si  2.7212  16.331  17.6338  0.0005  -0.0058  -0.0017
Si  5.4496  2.7187  17.663  0.0016  -0.0016  0.0021
Si  2.7241  5.4414  17.6499  -0.0014  0.0014  0.0011
Si  5.4418  8.1564  17.6618  -0.0041  -0.0065  -0.0012
Si  2.7215  10.8885  17.6378  0.0038  -0.0066  -0.0022
Si  5.4407  13.6083  17.6556  -0.0012  -0.0087  0.0003
Si  8.1694  16.3216  17.692  -0.0007  0.0018  0.0012
Si  10.8836  2.7161  17.7149  0.0015  0.0024  0.0028
Si  8.1579  5.4411  17.6842  0.0016  -0.0073  0.0025
Si  10.8887  8.1529  17.7138  0.0059  0.0074  0.0052
Si  8.1681  10.8737  17.6876  -0.0045  -0.0018  0.0024
Si  10.8788  13.5971  17.7173  -0.0034  -0.0074  0.0023
Si  13.6019  16.3099  17.7228  -0.0035  0.0025  0.0028
Si  16.3201  2.7155  17.7293  0.0035  0.0116  -0.0002
Si  13.597  5.427  17.7312  -0.0005  -0.0081  -0.0008
Si  16.3154  8.1554  17.7424  -0.0032  -0.0018  0.0016
Si  13.5974  10.8766  17.7416  0.0018  0.0044  -0.0006
Si  16.3121  13.5999  17.7271  -0.0048  -0.0015  -0.003
Si  19.0295  16.3215  17.7225  -0.0019  -0.0005  0.0032
Si  21.7546  2.7192  17.706  0.0069  0.0041  -0.0001
Si  19.0365  5.4366  17.7273  0.0026  0.0013  -0.0016
Si  21.7606  8.162  17.6964  0.0023  0.0067  -0.0007
Si  19.0308  10.8863  17.7188  0.0033  0.002  0.0024
Si  21.751  13.6049  17.6931  0.0008  0.0004  -0.0016
Si  24.4737  16.3211  17.6672  0.0005  -0.0011  -0.0016
Si  27.198  2.7185  17.6365  -0.0026  -0.0031  -0.0012
Si  24.4779  5.439  17.6628  -0.0004  0.0027  -0.0046
Si  27.2003  8.1593  17.6382  -0.0034  -0.0002  -0.0009
Si  24.4772  10.8781  17.6665  -0.0084  -0.0034  0.0004
Si  27.1997  13.606  17.6496  0.0008  -0.0005  -0.0009
Si  29.9239  16.3229  17.6325  -0.0041  0.0018  -0.0004
Si  32.6426  2.7257  17.6261  -0.0018  0.0029  0.0005
Si  29.923  5.4464  17.6116  0.0064  0.0082  -0.0044
Si  32.639  8.1726  17.6207  0.0073  0.0005  -0.0074
Si  29.9182  10.889  17.6286  -0.0035  -0.0005  -0.0011
Si  32.6477  13.6047  17.6223  0.0023  0.0061  -0.0032
Si  1.3646  1.372  18.9866  0.006  0.0025  0.0006
Si  4.0924  4.0819  19.0104  0.0065  -0.0049  0.0043
Si  1.3555  6.8178  18.9807  -0.0087  0.0079  0.0068
Si  4.0763  9.5244  18.9968  0.0026  0.0076  -0.0028
Si  1.368  12.2551  18.9884  0.0032  -0.0016  0.001
Si  4.0869  14.9851  18.9969  -0.0076  0.014  -0.0009
Si  6.815  1.3716  19.0395  0.008  -0.0071  0.0031
Si  9.513  4.0852  19.0548  -0.0074  0.0121  -0.0008
Si  6.8089  6.8144  19.0372  -0.0131  0.0073  0.0012
Si  9.5351  9.5248  19.063  -0.0006  -0.0047  0.001
Si  6.8033  12.2513  19.0155  0.0041  0.004  0.0029
Si  9.5293  14.9726  19.0703  0.0005  -0.0016  0.0038
Si  12.2497  1.3562  19.0798  0.0074  -0.0058  0.004
Si  14.9524  4.0624  19.0975  -0.0032  0.0039  0.001
Si  12.2397  6.7907  19.0895  0.0072  -0.0067  -0.0008
Si  14.9591  9.5211  19.1121  -0.0031  -0.0013  0.0097
Si  12.2296  12.2418  19.0967  -0.0008  0.0077  0.0033
Si  14.9488  14.9488  19.0987  0.0152  -0.0082  0.0008
Si  17.6752  1.363  19.0998  -0.0149  -0.0024  0.0027
Si  20.396  4.0734  19.0861  -0.0036  -0.0028  0.0053
Si  17.6677  6.7829  19.1018  0.0049  0.0015  0.0067
Si  20.3973  9.5226  19.0615  0.0032  -0.0074  -0.0022
Si  17.6696  12.2476  19.0925  -0.0049  -0.0006  -0.0001
Si  20.3822  14.9499  19.0728  0.0061  -0.0007  0.0016
Si  23.1107  1.3414  19.0489  0.0005  0.0008  0.0069
Si  25.838  4.0693  19.0027  -0.0055  0.002  0.0005
Si  23.1187  6.7857  19.0406  0.0019  -0.0003  -0.0012
Si  25.8366  9.5032  19.0081  0.0059  -0.0026  0.0038
Si  23.1151  12.2368  19.0314  -0.0003  -0.0046  -0.0067
Si  25.8381  14.9623  19.0151  -0.0079  0.0042  0.0034
Si  28.5559  1.3558  18.9881  0.0006  0.0085  0.0107
Si  31.2771  4.089  18.9666  -0.0041  0.0025  -0.0038
Si  28.5695  6.7948  18.9773  0.0098  -0.0159  0.0006
Si  31.2837  9.5322  18.9779  -0.0016  -0.0008  0.0003
Si  28.5628  12.2424  18.997  -0.0075  0.004  0.0083
Si  31.2952  14.9629  18.9783  0.0084  -0.0185  0.002
Si  32.6456  16.3304  20.335  -0.0031  0.0049  0.0075
Si  2.7315  2.7143  20.3552  -0.0003  0.0054  0.0101
Si  32.6332  5.4503  20.3172  -0.0052  -0.0129  -0.0045
Si  2.7037  8.1777  20.3491  -0.0016  0.0041  0.0015
Si  32.6422  10.8944  20.3344  -0.0013  -0.0001  0.0088
Si  2.7281  13.6262  20.338  0.0112  -0.007  0.0015
Si  5.4458  16.3303  20.3759  -0.0015  -0.011  0.0034
Si  8.1692  2.7243  20.4214  0.003  0.0013  0.0046
Si  5.4495  5.4428  20.3751  0.0063  -0.0029  0.0046
Si  8.1819  8.1604  20.4115  0.006  0.0043  0.0064
Si  5.4484  10.8747  20.3473  -0.0165  -0.0075  -0.0038
Si  8.1485  13.6072  20.396  -0.0073  -0.0129  0.003
Si  10.8947  16.3281  20.4475  0.0058  -0.0029  0.0043
Si  13.6052  2.6942  20.4691  -0.0001  -0.0088  -0.0016
Si  10.8624  5.431  20.4362  -0.0039  -0.001  0.0048
Si  13.6002  8.1423  20.4637  -0.0095  0.0004  0.0059
Si  10.872  10.88  20.4593  0.0019  -0.0048  0.0048
Si  13.5747  13.6046  20.4734  0.0035  0.0039  0.0106
Si  16.3042  16.3185  20.454  -0.0026  0.0001  -0.0002
Si  19.0354  2.7231  20.4696  0.003  0.0068  0.0022
Si  16.3019  5.4149  20.4722  -0.0081  -0.0068  0.0007
Si  19.0392  8.1644  20.4282  0.0012  0.002  0.0034
Si  16.3099  10.9055  20.4727  0.0094  0.006  0.0042
Si  19.0186  13.6109  20.4633  -0.0013  0.0039  0.0061
Si  21.7372  16.3123  20.4248  -0.0072  -0.0014  0.004
Si  24.4907  2.7059  20.3764  0.0032  0.0077  0.0064
Si  21.769  5.4374  20.4305  0.0001  0.0057  0.0042
Si  24.485  8.1428  20.3851  0.0026  0.0035  0.0076
Si  21.7487  10.901  20.4104  0.0023  0.0076  0.0016
Si  24.4774  13.6007  20.3738  -0.008  -0.005  0.0027
Si  27.2093  16.3166  20.3649  0.0007  0.0025  0.0056
Si  29.9136  2.7351  20.3196  0.0165  0.0065  -0.0038
Si  27.2176  5.4265  20.3334  0.001  0.0023  0.0038
Si  29.9304  8.1598  20.3229  -0.0025  0.0047  0.0003
Si  27.1994  10.871  20.345  0.0037  0.0021  -0.0022
Si  29.9455  13.6012  20.3369  0.0014  0.0078  0.0014
O  28.7558  9.6847  28.6671  -0.4559  -0.2764  0.3686
O  26.8825  16.2301  31.1103  0.1307  -0.4808  -0.164
O  3.9531  4.1574  28.6252  -0.1845  -0.098  -0.1197
O  28.789  15.1357  28.4906  0.1015  0.2026  0.0608
O  33.5554  15.026  28.5436  -0.036  0.2884  0.5939
O  28.2225  3.6812  28.4445  -0.6069  -0.0883  0.1587
O  7.7465  5.4107  38.0508  0.0756  -0.0159  -0.073
O  27.6834  2.3703  30.6486  0.0249  0.0071  0.2955
O  8.9264  14.2544  35.6517  -0.2179  0.3851  -0.344
O  5.8984  13.9876  37.1915  -0.2111  -0.114  -0.1566
O  9.8444  1.978  28.8038  0.1195  -0.2537  0.4356
O  5.055  10.9356  30.6804  -0.3293  -0.5189  0.0535
O  7.365  15.1936  30.8591  0.3376  -0.4186  0.0322
O  7.8841  5.4756  27.3519  -0.1092  -0.0342  0.1356
O  9.2571  7.0676  28.6675  -0.1023  0.4085  0.1813
O  9.4908  17.0164  35.0915  0.0435  -0.2182  0.6121
O  4.9647  16.2145  30.5348  -0.3942  -0.1281  -0.0431
O  14.9379  1.6463  29.1207  -0.5834  -0.1568  0.3051
O  12.5216  15.4015  28.4873  0.2795  0.4835  -0.0556
O  11.3146  1.7779  37.8751  -0.2032  -0.5389  -0.1733
O  5.3743  8.212  27.6027  -0.0883  -0.2339  0.5514
O  11.9292  3.5844  28.7909  0.4419  -0.3711  0.4662
O  14.7088  12.3716  28.7033  -0.0747  -0.0553  0.5098
O  22.26  6.6383  35.3133  0.3942  -0.2626  -0.5562
O  25.2838  6.5608  28.4743  -0.0212  0.1217  0.3864
O  16.3799  2.9053  27.505  0.0921  0.0602  0.262
O  21.7917  1.3889  31.0378  0.0898  0.0197  0.1798
O  25.9469  9.6125  35.3858  0.2306  0.1653  -0.1317
O  10.3461  6.5246  30.9153  0.4416  -0.414  -0.0982
O  23.0543  14.0008  28.1949  0.3954  -0.5168  0.358
O  16.0551  6.4432  35.0166  0.6035  0.1987  0.4571
O  25.4543  11.7174  28.4169  -0.1883  0.1131  0.1428
O  29.9066  4.9721  33.0782  -0.1609  -0.1621  0.2069
O  18.631  15.2587  35.5027  -0.3146  0.2242  0.2078
O  31.7355  7.1533  28.5126  0.1145  -0.2953  0.4474
O  29.98  5.4336  27.6041  0.1653  -0.0489  0.4523
O  28.3361  9.2417  31.5565  -0.1839  -0.1513  0.1535
O  31.0977  14.5289  29.5119  0.2358  0.2262  -0.0377
O  29.1358  16.4715  37.7852  -0.0323  -0.4531  -0.1316
O  5.3626  8.4644  33.9446  -0.3447  -0.4603  0.3073
O  21.2356  14.7159  35.5511  0.4235  0.0949  -0.4734
O  11.5485  14.7479  33.1924  0.0961  -0.3936  -0.1151
O  5.4945  3.0226  37.493  -0.1806  -0.0985  -0.2166
O  2.9704  15.7767  37.0609  0.1447  -0.2478  -0.057
O  4.7506  1.7042  28.0936  0.4914  -0.3069  0.2311
O  1.5069  6.4763  38.2525  -0.1175  -0.0181  -0.5146
O  26.2714  5.365  34.6278  -0.1308  0.0152  0.2999
O  32.9922  7.2077  34.8154  -0.5039  -0.2506  0.4266
O  2.6477  10.8251  27.5173  0.209  0.1202  0.485
O  17.8306  8.6873  33.2741  0.046  -0.3206  0.4063
O  14.5325  4.8308  37.8538  0.3123  0.0794  0.009
O  22.2163  7.4658  37.7362  -0.2401  -0.1853  -0.2654
O  16.6614  12.7073  37.5972  0.0768  0.2001  -0.2228
O  26.9918  14.0946  37.5763  -0.024  -0.0207  -0.2292
O  32.1056  8.135  37.5647  -0.0393  -0.2517  -0.3835
O  4.4964  7.0711  31.8577  -0.1512  0.0988  -0.5784
O  22.9925  17.2301  38.4684  0.1405  0.1544  -0.1634
O  24.4395  1.154  35.2003  -0.1041  -0.2043  0.2449
O  15.7342  0.9617  31.6151  -0.5376  0.2693  0.3451
O  24.8496  10.0047  37.7033  0.1214  0.0171  -0.2846
O  2.3011  2.8154  33.6815  -0.5161  0.2243  -0.2563
O  31.2888  4.1277  35.2096  0.2174  0.3335  -0.0132
O  32.5457  3.2628  37.4321  0.1957  0.3831  -0.0654
O  1.8728  9.2007  35.451  0.2874  -0.5488  0.2886
O  1.0533  8.8539  28.1531  0.1201  -0.2426  0.1116
O  19.1147  11.0147  27.6158  0.1557  -0.2256  0.196
O  33.1537  13.418  30.5511  -0.1305  0.2584  0.2513
O  7.139  1.087  38.326  0.1847  -0.0802  -0.6558
O  9.1664  4.9414  32.7523  0.0387  0.1971  0.4696
O  28.9339  13.8864  30.8807  -0.5059  0.2602  0.3842
O  16.7756  13.7448  28.4385  0.2421  -0.2754  0.1212
O  28.589  6.5331  38.3992  -0.2098  -0.1166  -0.4671
O  6.9036  16.0215  35.6633  -0.1606  0.3562  0.2192
O  20.8178  2.3836  37.9252  -0.5552  0.1151  0.1112
O  8.0988  16.4647  27.8139  -0.1684  -0.1013  0.2044
O  17.5506  6.4094  38.5944  -0.0741  0.0758  -0.5122
O  14.5915  8.5736  35.5406  -0.1287  0.2964  -0.1549
O  2.0177  6.7136  32.7934  -0.4067  0.6127  -0.2918
O  29.7752  8.3143  36.2408  -0.0417  -0.2292  0.195
O  23.9611  11.238  30.566  0.104  0.1987  0.1339
O  26.3299  16.826  33.5364  -0.373  0.3532  -0.1579
O  29.8184  7.0701  31.3578  0.1546  -0.0562  -0.5354
O  17.7939  4.553  35.2298  0.1392  -0.0878  -0.3325
O  27.4222  12.5196  34.5244  -0.0956  0.1235  0.1533
O  16.6333  8.6663  30.9106  -0.4406  -0.2206  -0.334
O  9.2741  15.8414  37.6674  0.3429  0.2508  -0.1629
O  31.1375  0.9227  28.4769  0.2243  -0.5941  0.0515
O  5.5067  1.4904  32.6365  -0.2647  -0.1379  0.4617
O  11.7247  8.8841  28.331  0.1654  -0.4334  -0.0586
O  22.4851  11.7955  32.717  -0.5023  0.2763  0.0535
O  26.472  1.1025  28.6879  0.3481  -0.1837  0.1312
O  13.6572  2.5701  37.0135  -0.3616  0.2225  -0.0125
O  6.3359  7.5281  37.4693  0.0992  0.1656  -0.5788
O  19.3497  10.7438  33.6783  0.0912  0.0703  -0.5564
O  17.4496  1.2649  29.6421  0.3462  0.4722  -0.274
O  10.3525  13.4712  37.7122  -0.2073  -0.0932  -0.3707
O  4.3867  9.1099  38.2774  -0.1226  -0.1071  -0.1853
O  27.6312  6.3334  32.6229  -0.0859  0.0445  -0.3381
O  14.6892  14.7806  29.7989  0.0916  0.6008  -0.1006
O  15.497  7.9273  37.9142  -0.231  -0.1636  -0.2452
O  31.9485  13.2567  36.8967  0.043  -0.198  -0.2627
O  21.5225  13.1961  37.5136  -0.4681  0.3547  -0.0406
O  7.9354  1.4054  31.6317  0.4111  0.3978  -0.3153
O  21.9674  8.1605  27.4051  0.0405  0.1  0.3437
O  4.4538  12.3911  28.5238  0.2224  0.218  0.1883
O  18.4876  13.3717  33.6696  -0.0839  -0.0215  -0.8366
O  8.1118  9.3992  34.6799  -0.3705  -0.2209  -0.2145
O  8.4156  6.6308  35.9123  -0.1648  -0.0282  -0.6255
O  13.2594  16.3784  37.4826  -0.0532  -0.2495  -0.5108
O  29.9797  12.3611  35.336  -0.0235  -0.2413  0.3574
O  27.2061  13.4442  27.489  0.0664  0.1387  0.4907
O  23.8799  9.6375  28.4766  -0.2206  -0.0275  0.2651
O  17.8745  17.3154  38.5004  -0.0758  0.1291  -0.6455
O  17.7354  4.9042  28.4612  0.7119  0.0021  0.4168
O  7.4228  1.9078  34.202  0.1966  0.4662  0.2978
O  22.4321  2.5626  36.0242  0.2709  0.1826  0.3716
O  25.2085  4.6997  30.3077  0.7679  0.1527  -0.1285
O  20.7735  6.145  28.4524  -0.1918  -0.4159  0.1574
O  9.4476  8.3757  32.6399  -0.4449  0.0004  -0.3108
O  25.5729  14.1776  35.384  -0.1712  0.0419  -0.2336
O  11.7541  7.3261  33.0152  0.2488  0.3203  0.2864
O  31.3844  9.7293  28.9856  -0.0406  0.2513  0.0578
O  20.6988  5.6826  30.9803  0.1132  -0.181  -0.1208
O  1.5043  4.791  28.4052  -0.4872  0.3303  0.2195
O  30.8563  16.6943  33.4091  -0.0723  -0.2774  -0.2495
O  17.4683  15.8637  33.2267  0.488  0.3935  -0.0147
O  27.6801  7.6144  34.9082  -0.248  0.0223  0.616
O  12.4981  6.3508  38.5535  -0.1349  0.1728  -0.1811
O  31.1373  14.9422  38.4763  0.0188  0.157  -0.1737
O  11.5011  12.704  34.6375  0.1754  -0.3185  0.3846
O  20.4004  1.3344  28.7684  -0.5256  0.2525  0.1339
O  30.3404  14.9184  35.2693  0.1008  0.2428  0.3718
O  14.9912  14.573  38.3738  0.0231  0.1741  -0.2045
O  32.9647  8.4013  30.595  0.4857  -0.4884  0.2897
O  15.0689  15.0261  32.6593  -0.5942  0.1865  -0.257
O  9.0971  12.7932  33.4589  -0.4051  -0.0022  -0.4174
O  3.8646  10.6277  34.5984  0.0938  0.1014  -0.338
O  13.6088  14.3948  34.8204  0.1679  0.3071  0.5051
O  19.4804  16.4252  30.8436  0.063  0.0414  0.634
O  28.6356  10.2114  34.7223  -0.3515  0.0884  0.0551
O  8.2506  9.8762  37.4009  0.2873  -0.2192  -0.1628
O  10.3789  7.3491  37.5394  -0.5446  0.2264  -0.1488
O  19.0528  9.6111  30.2346  -0.1127  0.6659  -0.1794
O  25.8255  3.7345  32.6018  0.5708  0.1458  -0.0097
O  14.8217  12.5772  33.3814  -0.3939  -0.1216  0.4286
O  18.5785  15.5256  28.5119  0.4001  0.1782  -0.0004
O  18.1625  7.3219  29.2972  0.3929  -0.1825  0.0006
O  6.8283  6.4251  32.9415  0.0547  -0.0129  0.5188
O  24.6698  15.3442  37.5843  -0.2394  -0.2303  -0.1747
O  27.7115  2.2625  37.3355  -0.0026  -0.0119  -0.3269
O  16.01  10.5241  32.5238  -0.1124  0.3658  0.3151
O  3.0548  0.9865  31.951  -0.2098  -0.1172  -0.474
O  32.2564  13.3684  34.3498  -0.2465  0.3043  -0.6601
O  23.2548  11.8084  38.6354  0.2724  -0.0386  -0.0878
O  1.5667  11.7823  35.1457  -0.4393  -0.0012  -0.0303
O  13.5596  6.3564  34.4468  -0.0549  -0.4623  -0.0299
O  3.8092  4.8153  32.9702  0.6977  -0.1572  -0.2302
O  24.5039  16.158  27.6166  0.0622  0.2028  0.3042
O  28.6641  4.8139  30.7632  -0.3343  0.1375  -0.1328
O  11.7013  11.1168  29.6697  0.1874  0.4658  -0.2534
O  31.9132  9.5783  35.4288  -0.0575  0.581  -0.1641
O  19.8228  6.0633  36.053  -0.1223  0.1948  0.5161
O  20.4119  17.1894  35.7409  -0.1826  -0.0367  -0.635
O  24.443  7.747  36.3737  0.0118  -0.0739  -0.2171
O  32.3981  12.7892  28.0571  0.1736  -0.1133  -0.1059
O  29.9075  11.5488  30.2564  0.4999  0.1584  0.261
O  6.1564  14.8666  28.5656  -0.0552  -0.4512  -0.0519
O  13.6181  5.3803  27.7563  0.1192  0.1714  0.5165
O  4.1818  3.6506  35.3144  0.033  -0.5831  -0.3698
O  26.7991  8.2736  37.5083  0.1539  0.2842  -0.1275
O  8.324  11.7768  35.719  0.3776  0.1986  0.3186
O  22.5948  1.8629  33.4821  -0.2501  -0.3917  0.0097
O  13.7961  9.9574  37.5832  -0.2401  0.0732  -0.3941
O  18.6394  10.9734  37.7178  0.0496  0.2526  -0.4003
O  10.7586  13.5948  27.7096  0.147  -0.0531  0.2073
O  27.1379  8.0963  27.5499  -0.1505  0.1419  0.1376
O  16.1975  2.7792  37.6185  -0.0006  -0.2162  -0.3859
O  18.5443  4.5649  32.0293  0.0864  -0.0524  -0.0962
O  3.4065  6.6695  28.3647  -0.3517  0.5096  0.5317
O  2.9108  10.9041  37.1563  0.1619  0.51  0.0266
O  10.3464  8.3603  35.2014  0.4945  0.4247  0.1226
O  15.9436  12.6802  30.9209  0.3711  0.2079  0.0421
O  23.0598  6.2759  29.9232  -0.0453  0.4575  0.5186
O  30.2619  2.3456  36.9007  0.1256  -0.3877  0.3758
O  17.6293  11.6746  35.398  -0.386  -0.0717  -0.4163
O  4.7638  2.5462  30.4943  0.0623  0.4539  0.2205
O  20.8244  3.4723  32.4018  -0.2607  -0.2139  0.2736
O  30.5888  10.3495  37.5993  0.2981  0.0748  -0.1138
O  5.2126  13.5989  30.6689  0.1172  0.0726  0.4097
O  18.8664  4.3923  37.7128  0.3244  -0.6281  -0.1396
O  23.829  10.0059  34.025  -0.4713  -0.419  -0.1162
O  2.8524  12.2662  30.603  0.0896  -0.0018  0.1759
O  15.264  3.9465  35.4647  -0.4641  -0.1926  -0.4106
O  20.1422  12.3619  35.4911  -0.1096  -0.2088  0.1401
O  25.4598  7.7155  33.5891  -0.5252  -0.2512  -0.348
O  21.2784  8.1247  30.0562  0.4635  0.1672  -0.3232
O  25.16  1.9836  30.7544  -0.5123  -0.2348  -0.056
O  28.5883  12.0309  38.2873  -0.2201  0.1102  -0.2007
O  15.7273  6.7473  28.4775  0.0784  0.5689  0.2495
O  20.3733  8.8398  32.3128  0.2848  -0.3958  0.1834
O  12.293  11.8668  38.453  0.0871  0.2021  -0.2075
O  9.8614  15.8172  31.3883  0.0234  -0.2707  -0.2921
O  8.826  12.0062  28.6003  -0.296  0.3011  0.3677
O  16.2641  14.2615  34.8623  -0.2343  -0.2391  0.4867
O  31.5066  2.8415  32.9586  -0.1553  -0.1493  -0.1797
O  1.9607  14.3651  35.0435  -0.0118  -0.0919  -0.0749
O  32.6595  2.8048  27.577  0.0438  0.0284  0.496
O  10.3904  10.5097  33.8496  0.2839  -0.2403  -0.1189
O  10.6358  3.2311  31.1994  0.1258  -0.3953  0.2159
O  33.189  9.2218  33.1563  0.1172  -0.0755  -0.136
O  2.7834  5.4845  30.6168  -0.3302  -0.3381  0.3085
O  29.8147  8.2262  33.6088  0.2982  -0.3055  0.1556
O  20.3973  5.8608  33.5332  -0.1158  0.1492  0.0374
O  20.4076  9.1844  38.4861  -0.2146  -0.2041  -0.526
O  9.4957  9.6739  29.5282  -0.0481  -0.2911  -0.1229
O  22.7278  12.339  35.2432  0.1365  -0.1693  0.2175
O  12.5151  13.483  30.3152  -0.2183  -0.1258  -0.2546
O  11.3189  0.9365  33.0105  0.2158  0.453  -0.0541
O  26.3597  14.2745  32.8334  -0.1293  -0.1245  -0.4498
O  7.1164  9.9908  28.4573  0.0898  0.2509  0.4152
O  2.8788  16.7735  34.5885  0.0725  0.3975  0.1795
O  21.5196  15.4563  29.5977  0.4773  0.192  -0.0758
O  11.8242  4.757  33.0693  0.5677  -0.0465  -0.4619
O  24.1876  3.7253  34.5909  -0.5702  0.2956  0.1874
O  8.0334  15.7872  33.3243  -0.2365  -0.5536  0.0373
O  19.828  15.5994  37.7446  0.4709  -0.2425  -0.0115
O  7.8203  5.7847  30.6734  -0.4475  0.2931  -0.295
O  24.87  12.3489  33.7265  0.1212  0.0173  -0.2078
O  3.6177  4.9079  37.5104  0.1161  -0.1568  -0.0809
O  26.5466  2.6688  34.9327  0.2761  0.2169  0.3462
O  29.37  12.0416  32.8188  0.5063  0.086  -0.0078
O  9.6808  3.7116  38.5725  0.1579  0.2587  -0.6004
O  33.2502  10.955  31.2823  0.047  -0.1145  -0.0464
O  11.3346  15.0479  35.9054  0.2383  0.3215  -0.1196
O  6.6994  13.5581  34.6595  -0.5103  -0.1217  -0.2961
O  21.9157  2.8352  27.4437  -0.2566  0.1533  0.1765
O  7.6361  11.0027  30.8265  0.4766  0.3266  0.1566
O  13.6983  11.3474  31.3916  -0.1555  -0.2889  0.2045
O  26.5891  16.4298  36.1658  0.1272  0.04  -0.0185
O  2.7802  16.4041  27.4858  -0.0454  0.0156  0.4728
O  6.9057  3.7936  32.3202  -0.2187  0.0711  0.0068
O  12.509  15.9688  31.0308  0.2655  0.3789  0.1523
O  33.3607  17.1738  33.1824  -0.1719  -0.3156  0.3093
O  34.0357  1.1985  38.1951  0.0618  -0.0804  -0.1362
O  7.0063  11.9083  38.3674  -0.167  -0.0748  -0.0873
O  11.2123  12.1032  32.0276  -0.4395  0.1913  -0.1913
O  13.5147  10.6448  27.4075  0.2395  -0.0005  0.3951
O  23.8148  5.4332  37.337  0.0311  -0.3169  -0.2011
O  4.5402  14.8861  35.1633  0.0011  -0.2786  -0.3117
O  30.1511  2.7632  30.0384  0.5671  0.2137  -0.0427
O  30.1129  11.5428  27.6504  -0.6051  -0.0279  -0.1946
O  17.1218  15.2469  30.7748  0.18  -0.4722  0.0594
O  11.0152  5.9461  35.2729  0.1566  -0.5771  0.3195
O  22.1942  13.1701  30.5688  -0.0279  0.4005  0.2838
O  6.0836  10.3293  35.7701  -0.2765  0.1442  0.5044
O  23.749  4.4657  28.2035  0.2551  -0.0183  0.3079
O  31.9453  1.137  31.0512  0.707  0.1209  -0.0503
O  26.0218  9.7353  30.1268  -0.0921  -0.6596  -0.2619
O  16.2814  10.1537  36.9207  0.0328  -0.1939  -0.0119
O  6.0656  10.847  33.1022  0.3487  0.4872  0.1525
O  10.2276  2.9463  33.9366  -0.4934  0.0444  0.1883
O  11.5024  8.867  30.9774  0.3925  0.3277  0.1889
O  1.6787  12.9165  32.8142  0.1751  0.2555  -0.1209
O  20.0761  8.2507  34.714  0.0396  0.1772  0.2446
O  28.5686  15.5329  33.2681  0.078  -0.2543  -0.0889
O  16.1851  4.616  33.1104  -0.335  -0.2903  0.1328
O  5.98  5.3089  36.1889  -0.1098  -0.0278  -0.5839
O  30.9741  9.5184  31.7311  -0.288  0.2019  0.0957
O  6.4541  3.6115  28.5689  0.2363  0.2368  0.2919
O  30.4279  4.8963  37.5049  0.257  0.1892  -0.1651
O  16.3863  3.3062  30.8384  -0.2423  0.0943  -0.1802
O  26.1687  10.0521  32.7555  0.2264  0.1339  0.2417
O  21.3846  10.6713  30.614  0.0376  -0.0067  -0.1374
O  23.2923  3.5297  31.5941  -0.3532  0.5762  -0.298
O  15.2617  8.0308  33.0862  -0.3691  -0.1816  -0.377
O  28.9805  17.1921  35.2532  -0.2982  0.1943  -0.158
O  29.6473  16.4608  30.4835  -0.263  0.0089  0.2511
O  17.12  9.5749  28.4915  -0.3808  0.167  -0.0232
O  11.9937  1.4249  35.4242  0.425  0.0389  -0.1989
O  20.0262  3.4317  35.6035  -0.0022  -0.1044  -0.3507
O  32.5217  5.2297  33.1791  0.0912  0.0121  -0.4327
O  16.6288  5.8018  30.7488  -0.3726  0.4996  0.1444
O  1.973  5.1018  34.8399  0.0017  -0.1791  0.7626
O  6.422  8.7721  31.571  0.174  -0.219  -0.3521
O  27.4345  11.6807  31.1224  -0.4499  0.5057  0.1581
O  25.7659  3.7876  38.2044  0.2315  0.1249  -0.1343
O  9.6014  4.5653  29.2562  -0.1594  0.1924  -0.4691
O  20.6397  13.0663  28.481  -0.3635  0.0914  0.1419

Results
total energy: -218735.220 eV
total energy less fixed offsets of O -438.35, Si -107.03 eV per atom: -16.500 eV
